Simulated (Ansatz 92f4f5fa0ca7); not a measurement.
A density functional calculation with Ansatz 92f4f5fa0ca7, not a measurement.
Periodic cell of 212 atoms, Si132O80, from a study of silicon, its oxide and their interface. The atomic structure is a simulated model.
Doubt: the cutoff is far below the 930 eV that the study's wrapper takes by default for these files, so forces and energies are approximate.

Settings
functional: PBE
potential files: Ansatz PAW
basis: plane waves
wave-function cutoff: 580 eV
density cutoff ratio: 5
exchange-correlation grid ratio: 1
k mesh: 1 x 1 x 1, Gamma-centred
self-consistency stop: 5e-08 eV per atom in the density residual
occupations: fixed
spin: none
net charge: 0

Cell vectors (angstrom)
a, 10.938, 0, 0
b, 0, 10.938, 0
c, 0, 0, 31.0788

Atoms: element, x, y, z (angstrom)
Si, 0.4071, 10.4849, 23.7225
Si, 5.0007, 0.4714, 23.8977
Si, 3.2895, 2.1951, 23.6437
Si, 7.7481, 3.1072, 23.7706
Si, 10.5022, 5.8331, 23.61
Si, 5.968, 4.8205, 23.5678
Si, 2.0828, 8.7311, 23.8652
Si, 8.7689, 7.6207, 23.4905
Si, 1.4032, 1.3587, 24.8628
Si, 6.781, 1.4118, 25.0865
Si, 4.1477, 4.0367, 24.8821
Si, 9.517, 4.1396, 24.9408
Si, 1.2708, 6.8243, 24.9659
Si, 6.8838, 6.7423, 24.7274
Si, 4.02, 9.5667, 24.9555
Si, 9.5521, 9.4672, 24.8569
Si, 2.7109, 0.0199, 26.342
Si, 8.2157, -0.0397, 26.2575
Si, 0.0055, 2.7423, 26.2327
Si, 5.4374, 2.7738, 26.399
Si, 2.7442, 5.4531, 26.2326
Si, 8.1774, 5.4968, 26.3121
Si, -0.0402, 8.2017, 26.3482
Si, 5.4976, 8.1571, 26.1897
Si, 4.1018, 1.3673, 27.6606
Si, 9.5708, 1.3673, 27.6606
Si, 1.3673, 4.1018, 27.6606
Si, 6.8362, 4.1018, 27.6606
Si, 4.1018, 6.8362, 27.6606
Si, 9.5708, 6.8362, 27.6606
Si, 1.3673, 9.5708, 27.6606
Si, 6.8362, 9.5708, 27.6606
Si, 0, 0, 29.0278
Si, 5.469, 0, 29.0278
Si, 2.7345, 2.7345, 29.0278
Si, 8.2035, 2.7345, 29.0278
Si, 0, 5.469, 29.0278
Si, 5.469, 5.469, 29.0278
Si, 2.7345, 8.2035, 29.0278
Si, 8.2035, 8.2035, 29.0278
Si, 1.3673, 1.3673, 30.3951
Si, 6.8362, 1.3673, 30.3951
Si, 4.1018, 4.1018, 30.3951
Si, 9.5708, 4.1018, 30.3951
Si, 1.3673, 6.8362, 30.3951
Si, 6.8362, 6.8362, 30.3951
Si, 4.1018, 9.5708, 30.3951
Si, 9.5708, 9.5708, 30.3951
Si, 2.7345, 0, 0.6835
Si, 8.2035, 0, 0.6835
Si, 0, 2.7345, 0.6835
Si, 5.469, 2.7345, 0.6835
Si, 2.7345, 5.469, 0.6835
Si, 8.2035, 5.469, 0.6835
Si, 0, 8.2035, 0.6835
Si, 5.469, 8.2035, 0.6835
Si, 4.1018, 1.3673, 2.0507
Si, 9.5708, 1.3673, 2.0507
Si, 1.3673, 4.1018, 2.0507
Si, 6.8362, 4.1018, 2.0507
Si, 4.1018, 6.8362, 2.0507
Si, 9.5708, 6.8362, 2.0507
Si, 1.3673, 9.5708, 2.0507
Si, 6.8362, 9.5708, 2.0507
Si, 0, 0, 3.418
Si, 5.469, 0, 3.418
Si, 2.7345, 2.7345, 3.418
Si, 8.2035, 2.7345, 3.418
Si, 0, 5.469, 3.418
Si, 5.469, 5.469, 3.418
Si, 2.7345, 8.2035, 3.418
Si, 8.2035, 8.2035, 3.418
Si, 1.422, 1.3308, 4.7167
Si, 6.845, 1.337, 4.8577
Si, 4.0923, 4.119, 4.6827
Si, 9.5572, 4.1285, 4.8092
Si, 1.3691, 6.8525, 4.8424
Si, 6.8492, 6.8481, 4.7451
Si, 4.1369, 9.5652, 4.8943
Si, 9.5517, 9.5716, 4.7661
Si, 2.7648, 0.0813, 6.2469
Si, 8.2648, -0.0301, 6.2664
Si, 0.0587, 2.7124, 6.0255
Si, 5.3825, 2.7637, 6.0778
Si, 2.8695, 5.5127, 6.1228
Si, 8.2134, 5.5576, 6.1705
Si, -0.0718, 8.2097, 6.1907
Si, 5.578, 8.1601, 6.2475
Si, 3.5442, 2.0596, 7.4221
Si, 10.2189, 0.8985, 7.3007
Si, 1.7961, 3.7461, 7.1889
Si, 6.4462, 4.4675, 7.2537
Si, 4.749, 6.2672, 7.4429
Si, 9.1134, 7.3023, 7.5716
Si, 0.8856, 10.0499, 7.2871
Si, 7.3377, 9.1181, 7.5575
O, 6.759, 9.6361, 9.0491
O, 1.0146, 9.7259, 8.914
O, 9.6173, 6.7897, 9.0885
O, 7.0338, 3.6402, 8.5737
O, 1.1772, 4.3424, 8.6093
O, 3.8924, 2.1027, 9.0663
O, 10.3509, 1.2799, 8.9233
O, 4.5245, 6.5599, 9.0669
O, 5.6887, 10.9422, 22.4799
O, 5.4861, 4.9125, 21.9579
O, 8.371, 2.4469, 22.3784
O, 0.0523, 5.1764, 22.1437
O, 0.0308, 10.742, 22.1184
O, 8.5523, 7.9828, 21.8619
O, 2.0796, 8.3464, 22.2732
O, 3.1714, 2.5136, 22.0112
Si, 0.7325, 6.6977, 14.5989
Si, 6.6619, 2.8835, 14.635
Si, 8.9855, 0.1657, 15.4365
Si, 1.4189, 4.642, 10.1847
Si, 2.4426, 2.6242, 20.5537
Si, 4.692, 6.0156, 17.8559
Si, 4.1554, 9.3826, 14.639
Si, 7.5262, 3.5808, 10.1123
Si, 3.1254, 1.9324, 10.5137
Si, 7.505, 8.1774, 20.6198
Si, 9.0655, 8.1419, 15.2879
Si, 1.5352, 9.4391, 13.1045
Si, 1.1322, 3.7584, 14.5008
Si, 6.0225, 10.9734, 20.91
Si, 8.2569, 2.1212, 20.7916
Si, 7.5871, 7.0699, 17.8992
Si, 4.1901, 4.6936, 15.0006
Si, 0.6407, 5.2215, 20.6124
Si, 9.0155, 4.408, 18.8778
Si, 7.8346, 7.6602, 12.4553
Si, 5.0786, 6.9801, 13.1078
Si, 2.4616, 7.7493, 16.8191
Si, 0.0223, 0.4827, 20.6393
Si, 10.793, 1.0819, 13.2141
Si, 9.5112, 5.9607, 10.5041
Si, 9.5173, 2.9399, 16.1235
Si, 2.0206, 9.8018, 10.1796
Si, 1.7127, 9.7276, 18.7955
Si, 9.5841, 1.1418, 10.3434
Si, 2.4491, 7.6565, 20.8728
Si, 5.8359, 1.8368, 11.8128
Si, 7.2396, 10.1407, 10.5361
Si, 4.0124, 0.7376, 18.8091
Si, 3.5518, 7.0812, 10.2669
Si, 5.885, 0.5562, 16.2056
Si, 5.1365, 5.9804, 20.7778
O, 6.8531, 1.3643, 20.4641
O, 3.1587, 8.6418, 9.9071
O, 8.1153, 7.6486, 16.4927
O, 8.0693, 5.5734, 18.2824
O, 2.3423, 5.9797, 10.4071
O, 8.2258, 3.5446, 20.0051
O, 5.2139, 0.5744, 17.7001
O, 8.1364, 8.0124, 19.1206
O, 0.0142, 3.6308, 15.707
O, 7.2102, 8.8548, 11.5298
O, 8.7757, 10.6698, 10.4029
O, 0.7263, 2.441, 13.5956
O, 9.6632, 9.6309, 15.6372
O, 1.7116, 6.6306, 15.9069
O, 4.1205, 6.0299, 14.0495
O, 8.59, 2.4077, 10.4236
O, 5.975, 2.1367, 15.9006
O, 0.8417, 5.2483, 13.8343
O, 6.2428, 3.2203, 11.0361
O, 3.0858, 9.7676, 13.4722
O, 6.5465, 1.9299, 13.2948
O, 1.2357, 9.3216, 11.516
O, 6.3471, 7.0547, 20.7619
O, 10.6088, 1.1935, 11.6012
O, 0.3423, 10.2984, 19.4821
O, 3.7879, 6.7942, 21.1507
O, 9.6923, 1.3191, 16.3493
O, 4.194, 1.8827, 11.7646
O, 1.1751, 1.6146, 20.5427
O, 8.2269, 3.2581, 15.083
O, 4.9117, 5.2669, 19.3083
O, 4.9042, 10.7144, 15.1722
O, 8.2963, 8.317, 13.8686
O, 5.9673, 7.0215, 17.6735
O, 3.4348, 8.6722, 15.906
O, 0.7105, 10.714, 13.6731
O, 10.3932, 4.9804, 19.5248
O, 9.5115, 1.1722, 20.3484
O, 9.1539, 6.9882, 11.7388
O, 9.3138, 0.7816, 13.9138
O, 2.6732, -0.008, 18.2443
O, 1.3631, 8.7142, 17.5573
O, 2.6286, 8.8957, 19.8512
O, 1.8468, 4.1361, 20.3794
O, 6.6361, 6.5654, 12.7678
O, 4.6083, 10.9215, 20.1216
O, 2.4766, 0.4214, 10.4259
O, 10.1651, 6.9574, 15.1369
O, 8.202, 4.9978, 10.4778
O, 5.5974, 4.0905, 14.3935
O, 2.1081, 3.2356, 10.778
O, 7.4118, 10.9225, 15.919
O, 9.2738, 3.4464, 17.6223
O, 1.136, 7.9776, 13.6876
O, 4.4802, 4.9958, 16.593
O, 4.315, 7.135, 11.6897
O, 3.4948, 2.2276, 19.336
O, 3.3507, 6.9469, 17.9259
O, 6.3022, 0.4277, 11.0979
O, 1.2444, 6.7047, 20.3336
O, 10.8729, 5.0712, 10.7806
O, 2.7695, 3.8111, 14.868
O, 6.9284, 9.6772, 20.621
O, 5.2258, 8.3854, 13.9327

Results
free energy: -129411.512 eV
free energy less fixed offsets of O -568.88, Si -635.61 eV per atom: -0.592 eV

Forces (eV/angstrom), in the order of the atoms: element, x, y, z
Si, -0.0033, -0.0003, 0.0038
Si, -0.0073, -0.0105, -0.0067
Si, 0.0027, 0.0056, 0.0029
Si, -0.0013, -0.0008, -0.0029
Si, 0.0032, 0.0011, -0.0092
Si, -0.0031, 0.0033, -0.0008
Si, -0.0018, -0.0005, -0.0208
Si, -0.0041, 0.0003, -0.0048
Si, -0.0009, -0.005, 0.0026
Si, 0.0077, -0.0008, 0.0068
Si, -0.0027, 0.0003, 0.0015
Si, 0.0035, -0.001, 0.0077
Si, 0.0012, -0.0154, 0.0056
Si, -0.0001, 0.0009, 0.0019
Si, 0.0114, 0.0001, 0.0089
Si, 0.0024, 0.0029, 0.0033
Si, -0.0047, -0.0011, -0.0094
Si, 0.0001, -0.002, -0.0026
Si, 0, -0.0015, -0.0023
Si, -0.004, -0.0004, -0.0046
Si, 0.0018, 0.0003, -0.0028
Si, -0.0028, 0.0003, -0.0054
Si, 0.0035, 0.0115, -0.0057
Si, 0.0003, 0.0017, -0.0018
Si, -0.199, -0.0066, 0.6033
Si, 0.1669, -0.1259, -0.4714
Si, 0.0741, -0.0618, -0.4054
Si, 0.0353, 0.3756, 0.5287
Si, 0.169, -0.1, -0.5743
Si, -0.3247, 0.0062, 0.4824
Si, -0.1885, 0.0334, 0.3102
Si, -0.0618, -0.2996, -0.4612
Si, 0.0342, -0.0433, 0.0434
Si, -0.0916, -0.0012, -0.0211
Si, -0.0084, -0.0808, 0.051
Si, -0.045, 0.0531, -0.0386
Si, -0.0428, 0.0039, -0.0246
Si, 0.0973, -0.0329, 0.063
Si, -0.0219, 0.0694, -0.0415
Si, -0.0038, -0.0961, 0.0644
Si, -0.0172, 0.0421, 0.0054
Si, 0.0487, -0.0089, -0.0322
Si, -0.0272, 0.0277, -0.01
Si, 0.0579, -0.0511, -0.031
Si, 0.0104, -0.0274, -0.0321
Si, -0.0761, 0.0667, 0.0147
Si, 0.0366, -0.027, -0.0111
Si, -0.0274, 0.0519, -0.005
Si, 0.0042, -0.0162, 0.003
Si, -0.0306, 0.0003, 0.038
Si, -0.0211, 0.0328, 0.019
Si, 0.0192, -0.0415, -0.0049
Si, -0.0299, 0.0027, 0.0339
Si, 0.0232, -0.0533, 0.0002
Si, 0.0436, -0.0278, -0.0063
Si, -0.0243, 0.037, 0.0237
Si, -0.0025, 0.0992, -0.0047
Si, 0.0528, 0.0192, 0.0208
Si, -0.0138, -0.079, -0.0332
Si, -0.0337, 0.0307, -0.0266
Si, 0.0824, 0.0052, -0.0022
Si, 0.0287, 0.076, -0.0035
Si, -0.0401, 0.0298, -0.0171
Si, -0.003, -0.0399, -0.028
Si, 0.0237, -0.2222, -0.2505
Si, 0.1092, -0.1837, 0.5244
Si, -0.0338, -0.0043, -0.742
Si, -0.1575, -0.0257, 0.4674
Si, 0.1599, 0.0567, 0.3168
Si, 0.2288, 0.1584, -0.538
Si, 0.0489, 0.2287, 0.6143
Si, -0.0387, 0.1432, -0.4255
Si, 0.0027, -0.0026, 0.0123
Si, -0.0015, 0, 0.002
Si, 0.0019, -0.0013, 0.0101
Si, 0.0021, -0.0006, 0.0021
Si, -0.0005, 0.0004, 0.0029
Si, 0.0009, -0.0009, 0.0081
Si, 0.001, -0.0007, 0.0038
Si, 0.0027, 0.0001, 0.0078
Si, 0.0011, -0.001, -0.0075
Si, -0.002, 0.0043, -0.0066
Si, -0.0024, 0.0084, -0.0076
Si, 0.0024, 0, -0.0045
Si, -0.0011, 0.0064, -0.0077
Si, -0.0038, -0.0049, -0.0034
Si, 0.0008, -0.0034, -0.0046
Si, -0.0022, 0.0082, -0.0078
Si, 0.0007, 0.0034, 0.0055
Si, 0.0029, -0.0028, 0.0093
Si, -0.0059, -0.0057, 0.0091
Si, 0.0042, -0.003, 0.0008
Si, 0.0024, -0.0019, 0.011
Si, 0.0055, 0.0029, 0.009
Si, -0.0007, 0.0003, 0.0046
Si, -0.0043, -0.0041, 0.0095
O, 0.0013, -0.0023, -0.009
O, -0.0022, -0.0002, -0.0037
O, -0.0029, 0.0027, -0.009
O, -0.0016, 0.0021, 0.0079
O, 0.0021, -0.0006, -0.0036
O, 0.0015, 0.0009, -0.0069
O, -0.0026, -0.001, -0.0008
O, 0.0011, -0.002, -0.0085
O, -0.0037, 0, -0.0121
O, 0.0036, 0.0003, -0.0018
O, 0.0014, 0.0018, 0.0023
O, -0.0029, 0.0012, 0.0084
O, 0.0008, -0.0019, 0.0026
O, -0.007, -0.0036, -0.0054
O, -0.0098, 0.0172, 0.0087
O, 0.0034, -0.0009, 0.0036
Si, -0.0003, -0.0015, 0.0007
Si, -0.0001, 0.0012, 0.0012
Si, 0.0004, 0.0002, 0.0001
Si, 0.0029, -0.0002, 0.0004
Si, -0.0004, 0.0004, -0.0042
Si, -0.0002, -0.0001, -0.0002
Si, 0.0004, 0.0005, -0.0008
Si, -0.0005, -0.0067, -0.0031
Si, -0.0013, -0.0016, 0.0027
Si, -0.0099, 0.0037, 0.0028
Si, 0.0008, -0.0013, -0.0003
Si, 0.0002, 0.0003, 0.0013
Si, 0.0007, 0.0001, 0.0001
Si, 0.0006, -0.0094, -0.0008
Si, -0.0031, -0.0005, -0.0039
Si, 0.0001, -0.0009, -0.0018
Si, -0.0004, -0.0007, 0.0001
Si, -0.0013, 0.0008, -0.0029
Si, 0.0001, 0.0016, -0.0031
Si, -0.0011, -0.0003, 0.0013
Si, 0.0002, 0, 0.0014
Si, -0.0013, -0.0006, -0.0012
Si, 0.0003, -0.0018, -0.0036
Si, 0.001, -0.0005, 0.0012
Si, 0, 0.0008, 0.0036
Si, 0.0002, -0.0005, -0.0009
Si, 0.0017, -0.0004, 0.0027
Si, -0.0036, 0.0013, -0.003
Si, -0.0016, 0.0057, -0.0007
Si, -0.0005, -0.0023, 0.0054
Si, -0.0004, 0, 0.0009
Si, -0.0007, 0.0007, 0.0041
Si, 0.0011, -0.0009, 0.0019
Si, -0.0028, -0.0001, 0.0044
Si, 0.0002, 0.0011, -0.0019
Si, 0.0008, 0.0038, 0.0021
O, -0.0013, -0.0005, 0.002
O, 0.0009, -0.0009, 0
O, 0, 0, 0.0009
O, 0.0012, -0.0019, 0.0019
O, 0.0019, 0.0003, -0.0018
O, -0.0002, -0.003, 0.0019
O, -0.0018, 0.0003, 0.0028
O, -0.0022, 0.0027, 0.0049
O, -0.0003, -0.0005, 0.0001
O, -0.0003, 0.001, -0.0011
O, 0.0019, -0.0001, -0.0004
O, -0.0007, -0.0012, -0.0003
O, -0.0001, 0.0006, 0.0002
O, 0.0005, 0, 0.0006
O, 0.0003, 0.0015, -0.0013
O, 0.0002, -0.0012, -0.0046
O, 0.0005, -0.0016, 0.0003
O, 0.0002, -0.0003, 0
O, 0.0061, 0.0006, -0.0028
O, 0.0005, 0.0008, -0.0005
O, -0.0002, -0.0006, -0.0016
O, -0.0003, 0.0002, -0.0024
O, 0.003, 0.0142, 0.0013
O, -0.0024, 0.001, -0.0018
O, -0.0017, -0.0004, 0.001
O, 0.0011, -0.0067, 0.0105
O, -0.0003, -0.0004, -0.0003
O, -0.0001, 0.0002, -0.001
O, 0.0001, 0.002, -0.0006
O, -0.0002, 0.0001, -0.0005
O, -0.0006, 0.0017, -0.0029
O, 0.0007, 0, 0.0007
O, 0.0002, -0.0005, 0
O, 0.0007, 0.0002, 0.0013
O, -0.0001, 0.0004, 0.0008
O, -0.0008, 0.0002, -0.0007
O, 0.0009, -0.0004, 0.0006
O, -0.0005, 0.0008, 0.0001
O, 0.0017, -0.0018, -0.0024
O, 0.0002, 0, -0.0003
O, 0.0017, 0.0016, 0.0004
O, 0.0007, 0.0008, 0.0009
O, 0.0096, -0.0073, -0.0025
O, 0.0005, 0.0011, 0.0003
O, 0.0005, 0, -0.0001
O, 0.0151, -0.0026, 0.0012
O, 0.0004, -0.0003, 0
O, -0.0016, 0.001, 0.0003
O, -0.0008, 0.0004, -0.0013
O, 0.0005, -0.0003, 0.0002
O, -0.0015, 0.0016, -0.0006
O, 0.0004, -0.0001, 0.0003
O, -0.0012, 0.0023, 0.0028
O, 0.0005, 0.0008, -0.0015
O, -0.0002, 0.0016, 0.0035
O, -0.0018, -0.0007, -0.0044
O, 0.0008, -0.0009, 0
O, 0.0019, -0.0007, 0.0001
O, 0.0004, -0.0012, -0.0004
O, -0.0013, -0.0004, 0.0008
O, 0.0004, 0.0006, -0.0002
O, 0.0001, -0.0003, 0.0003
O, 0.0054, 0.0008, 0.011
O, 0.0005, -0.0012, -0.0004

The program warned: the cutoff lies below the one the program advises for these potential files; the exchange-correlation potential is rough where the density is thin.
